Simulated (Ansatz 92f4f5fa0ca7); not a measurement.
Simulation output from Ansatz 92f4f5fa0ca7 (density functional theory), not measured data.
Periodic cell of 212 atoms, Si132O80, from a study of silicon, its oxide and their interface. The atomic structure is a simulated model.
Doubt: the cutoff is far below the 930 eV that the study's wrapper takes by default for these files, so forces and energies are approximate.

Settings: functional PBE; potential files Ansatz PAW; basis plane waves; wave-function cutoff 580 eV; density cutoff ratio 5; exchange-correlation grid ratio 1; k mesh 1 x 1 x 1, Gamma-centred; self-consistency stop 5e-08 eV per atom in the density residual; occupations fixed; spin none; net charge 0.

Cell vectors (angstrom)
a, 10.938, 0, 0
b, 0, 10.938, 0
c, 0, 0, 31.7454

Atoms: element, x, y, z (angstrom)
Si, -0.3861, 0.3537, 24.3552
Si, 6.1766, -0.5525, 24.3351
Si, 2.1365, 3.3123, 24.4099
Si, 8.617, 2.098, 24.3189
Si, 0.4829, 5.0938, 24.2573
Si, 4.7502, 6.111, 24.322
Si, 3.0381, 7.9342, 24.4735
Si, 7.767, 8.5377, 24.3137
Si, 1.2835, 1.4561, 25.6272
Si, 6.9276, 1.2468, 25.7169
Si, 4.034, 4.1756, 25.5361
Si, 9.5605, 4.0602, 25.3987
Si, 1.3714, 6.7954, 25.6641
Si, 6.7039, 6.8426, 25.5372
Si, 4.2114, 9.6399, 25.5552
Si, 9.5247, 9.5422, 25.5749
Si, 2.7383, 0.0395, 26.9007
Si, 8.2592, -0.0749, 27.0653
Si, -0.0709, 2.7953, 26.9829
Si, 5.4623, 2.7448, 26.8925
Si, 2.7397, 5.4592, 27.0303
Si, 8.1751, 5.4499, 26.8393
Si, -0.0163, 8.2014, 26.936
Si, 5.4611, 8.2303, 26.9954
Si, 4.1018, 1.3673, 28.3271
Si, 9.5708, 1.3673, 28.3271
Si, 1.3673, 4.1018, 28.3271
Si, 6.8362, 4.1018, 28.3271
Si, 4.1018, 6.8362, 28.3271
Si, 9.5708, 6.8362, 28.3271
Si, 1.3673, 9.5708, 28.3271
Si, 6.8362, 9.5708, 28.3271
Si, 0, 0, 29.6944
Si, 5.469, 0, 29.6944
Si, 2.7345, 2.7345, 29.6944
Si, 8.2035, 2.7345, 29.6944
Si, 0, 5.469, 29.6944
Si, 5.469, 5.469, 29.6944
Si, 2.7345, 8.2035, 29.6944
Si, 8.2035, 8.2035, 29.6944
Si, 1.3673, 1.3673, 31.0616
Si, 6.8362, 1.3673, 31.0616
Si, 4.1018, 4.1018, 31.0616
Si, 9.5708, 4.1018, 31.0616
Si, 1.3673, 6.8362, 31.0616
Si, 6.8362, 6.8362, 31.0616
Si, 4.1018, 9.5708, 31.0616
Si, 9.5708, 9.5708, 31.0616
Si, 2.7345, 0, 0.6835
Si, 8.2035, 0, 0.6835
Si, 0, 2.7345, 0.6835
Si, 5.469, 2.7345, 0.6835
Si, 2.7345, 5.469, 0.6835
Si, 8.2035, 5.469, 0.6835
Si, 0, 8.2035, 0.6835
Si, 5.469, 8.2035, 0.6835
Si, 4.1018, 1.3673, 2.0507
Si, 9.5708, 1.3673, 2.0507
Si, 1.3673, 4.1018, 2.0507
Si, 6.8362, 4.1018, 2.0507
Si, 4.1018, 6.8362, 2.0507
Si, 9.5708, 6.8362, 2.0507
Si, 1.3673, 9.5708, 2.0507
Si, 6.8362, 9.5708, 2.0507
Si, 0, 0, 3.418
Si, 5.469, 0, 3.418
Si, 2.7345, 2.7345, 3.418
Si, 8.2035, 2.7345, 3.418
Si, 0, 5.469, 3.418
Si, 5.469, 5.469, 3.418
Si, 2.7345, 8.2035, 3.418
Si, 8.2035, 8.2035, 3.418
Si, 1.3932, 1.3465, 4.7442
Si, 6.7928, 1.3866, 4.8686
Si, 4.1535, 4.0669, 4.77
Si, 9.5545, 4.1008, 4.7973
Si, 1.3892, 6.8553, 4.8457
Si, 6.8135, 6.847, 4.7127
Si, 4.0894, 9.6109, 4.8973
Si, 9.6462, 9.4959, 4.6908
Si, 2.6733, 0.0826, 6.3142
Si, 8.2722, -0.0925, 5.9721
Si, 0.0392, 2.729, 6.0711
Si, 5.3958, 2.7555, 6.3669
Si, 2.8331, 5.4785, 6.1198
Si, 8.1426, 5.4925, 6.0995
Si, 0.0172, 8.2294, 6.2376
Si, 5.5465, 8.1926, 6.1716
Si, 3.4464, 1.986, 7.5796
Si, 10.0193, 0.8795, 7.1539
Si, 1.7481, 3.7869, 7.307
Si, 6.3283, 4.6812, 7.3741
Si, 4.6233, 6.4023, 7.3976
Si, 9.2629, 7.0667, 7.4111
Si, 0.7773, 10.1329, 7.4945
Si, 7.4924, 9.0362, 7.256
O, 0.7908, 9.9725, 9.176
O, 1.1807, 4.5751, 8.6615
O, 5.2785, -1.4299, 10.5981
O, 7.0549, 9.8577, 8.6329
O, 3.5617, 1.6608, 9.2128
O, 4.55, 6.67, 9.1058
O, 6.51, 5.0123, 9.1925
O, 9.8604, 6.1458, 8.703
O, 2.4338, 2.9205, 22.8076
O, 6.3039, 10.8631, 22.7069
O, 7.6776, 2.2842, 22.9247
O, 0.3594, 5.6008, 22.677
O, 2.3175, 8.6277, 23.1135
O, 8.1684, 8.054, 22.7721
O, 4.8697, 5.8083, 22.7081
O, 11.3115, 10.5832, 23.0227
Si, 0.3224, 3.6669, 14.9266
Si, 6.8712, 11.1952, 14.0582
Si, 3.9582, 2.1, 10.7362
Si, 3.3884, 1.7109, 22.2892
Si, 1.8792, 10.1022, 22.5677
Si, 4.8038, 10.2205, 11.9939
Si, 13.345, 11.2028, 19.8703
Si, 6.3641, 13.459, 17.0187
Si, 9.6783, 3.4267, 19.6925
Si, 2.7251, 17.5679, 19.4021
Si, -1.4756, 13.3053, 16.9225
Si, 1.5825, 8.6199, 15.6186
Si, 1.0641, 6.2744, 12.1651
Si, 10.4115, 11.5868, 19.0669
Si, 9.5313, 6.0698, 13.9776
Si, 5.4296, 14.1187, 14.3445
Si, 11.0051, 5.8645, 21.0872
Si, 6.395, 12.4384, 22.2478
Si, -1.0356, 2.0101, 10.0127
Si, 5.3423, 5.7436, 21.1639
Si, 5.8947, 6.3983, 9.9975
Si, 6.9966, 16.0384, 12.4258
Si, 2.543, 14.5643, 12.9399
Si, 11.5335, 10.7231, 10.6339
Si, 8.8202, 10.9534, 11.8376
Si, 13.129, 9.0503, 12.566
Si, 6.6916, 3.2593, 20.008
Si, 8.5627, 9.2509, 18.8378
Si, 8.1296, 7.4242, 21.2637
Si, 6.7156, 3.4313, 10.0533
Si, 6.7954, -1.7048, 10.0947
Si, 6.2899, 10.4652, 17.0287
Si, -0.1673, 5.0075, 9.4756
Si, -0.9542, 7.5507, 16.6169
Si, 1.4578, 5.8656, 16.8025
Si, 3.5613, 9.3569, 17.8127
O, 8.381, 11.1775, 13.4024
O, 7.8115, -1.0514, 11.1445
O, 10.2541, 10.233, 11.5424
O, 2.399, 5.6268, 18.1256
O, 9.5877, 6.7035, 20.9807
O, 4.9241, 2.1112, 22.6848
O, 9.7326, 3.5335, 18.0514
O, -4.0188, 10.4581, 15.5151
O, 3.0624, 8.076, 18.7012
O, 0.4643, 12.3535, 10.438
O, 6.7852, 17.4445, 21.0615
O, 6.1718, 1.7451, 14.0498
O, 1.3813, 6.6043, 20.3872
O, 3.4855, 10.6427, 18.8078
O, 9.1774, 17.8935, 15.3124
O, 6.9865, -3.3367, 9.8988
O, 14.0629, 12.4319, 20.6893
O, 13.6837, 13.8574, 11.4798
O, -0.9999, 3.6219, 9.7769
O, 5.9768, -0.6646, 13.0908
O, 10.8335, 17.647, 13.231
O, 4.0925, 6.2531, 20.2263
O, -3.0338, 13.3602, 16.4398
O, 2.0507, 7.0447, 15.8083
O, 5.8518, 5.9775, 11.5732
O, 4.2907, 0.781, 11.6344
O, 6.5641, 1.7401, 20.6356
O, 8.2168, 16.9633, 13.0023
O, 1.0953, 11.6545, 19.0315
O, -0.0366, 17.298, 17.281
O, 7.5719, 4.0197, 11.3411
O, 5.4493, 14.3043, 15.9681
O, 2.9767, 11.2417, 23.0641
O, 10.7843, 4.418, 20.346
O, 8.9729, 8.0952, 17.7563
O, 7.9097, 8.5861, 20.1569
O, 12.758, 18.6016, 11.7968
O, 6.3461, 3.2995, 18.4313
O, 1.3194, 15.4299, 15.938
O, 2.1898, 16.161, 12.7403
O, 7.453, 10.197, 18.1289
O, 5.6124, 4.1938, 20.7663
O, 2.5777, 9.5464, 16.5185
O, -5.22, 11.9786, 17.2474
O, 9.5219, 1.1388, 8.6974
O, 10.9813, 8.7656, 16.1594
O, 10.5103, 13.3966, 15.6957
O, 3.893, 14.26, 13.817
O, -0.9984, 1.8485, 20.0941
O, 7.2226, 2.6048, 8.7882
O, 9.7915, 11.865, 17.5905
O, -1.0974, 10.1068, 19.4216
O, 1.239, 13.9589, 13.7367
O, 12.8753, 10.0507, 20.9402
O, 10.0039, 15.4992, 14.3767
O, 1.5765, 9.1052, 14.0706
O, 0.3111, 5.6506, 10.8789
O, 8.1993, 3.8462, 20.2325
O, 3.7891, 9.1896, 12.7174
O, -5.8349, 9.3491, 17.2463
O, 5.2413, 3.111, 10.711
O, 1.8266, 10.3167, 11.6037
O, 6.2851, 4.3988, 13.6921
O, 8.8572, 1.5218, 11.1844

Results
free energy: -129408.297 eV
free energy less fixed offsets of O -568.88, Si -635.61 eV per atom: 2.623 eV

Forces (eV/angstrom), in the order of the atoms: element, x, y, z
Si, -0.0516, 0.0472, 0.0139
Si, 0.0479, -0.0534, 0.0193
Si, -0.033, 0.0268, 0.0096
Si, 0.0512, -0.035, 0.0076
Si, 0.038, -0.054, 0.039
Si, -0.0457, 0.0558, 0.0475
Si, 0.0494, -0.053, 0.0157
Si, -0.0459, 0.062, 0.035
Si, -0.0064, 0.0074, -0.0029
Si, 0.0083, -0.0098, 0.0003
Si, -0.0063, 0.008, 0.0075
Si, -0.0065, 0.004, -0.0038
Si, -0.0048, 0.0036, -0.0108
Si, 0.0032, -0.0009, 0.0078
Si, -0.0061, -0.0096, -0.0007
Si, 0.0027, 0.0052, -0.0103
Si, 0.0082, 0.0107, -0.0031
Si, -0.0013, 0.009, -0.0049
Si, -0.0069, -0.0001, 0.0076
Si, -0.0016, -0.003, -0.0058
Si, 0.0014, 0.001, 0.0046
Si, -0.0037, -0.0043, 0.003
Si, 0, -0.0045, 0.0029
Si, 0.0075, -0.0088, 0.0111
Si, -0.0281, 0.1791, -0.3738
Si, 0.0713, 0.1403, 0.4775
Si, -0.2399, -0.0099, 0.3812
Si, 0.0506, -0.0264, -0.5649
Si, 0.0317, 0.1726, 0.3716
Si, -0.2857, -0.2089, -0.5369
Si, 0.1334, 0.0864, -0.4606
Si, -0.0181, -0.2999, 0.6998
Si, 0.0727, 0.182, 0.0161
Si, 0.1024, -0.0449, -0.0099
Si, -0.0956, -0.0161, 0.0082
Si, -0.0069, -0.1404, 0.0111
Si, 0.0632, -0.0792, 0.0101
Si, -0.0015, 0.1047, -0.0019
Si, 0.0564, -0.0506, 0.0208
Si, -0.1831, -0.0395, 0.0501
Si, 0.0635, -0.087, 0.0258
Si, -0.0429, 0.068, -0.0216
Si, 0.0095, -0.0085, -0.0085
Si, -0.0526, 0.0535, -0.0368
Si, -0.0739, 0.0505, -0.019
Si, 0.0972, -0.0365, 0.0307
Si, -0.0511, 0.0742, -0.0282
Si, 0.0272, -0.0605, -0.0188
Si, 0.032, -0.0439, 0.0199
Si, -0.0406, 0.0387, -0.0126
Si, -0.0262, 0.0344, -0.0029
Si, 0.0363, -0.0619, 0.0366
Si, -0.0372, 0.0536, -0.0043
Si, 0.0459, -0.08, 0.0188
Si, 0.0524, -0.0176, 0.0437
Si, -0.027, 0.0067, -0.0013
Si, -0.0341, 0.0362, -0.0474
Si, -0.0269, -0.1074, 0.0422
Si, 0.0417, -0.0318, 0.0327
Si, -0.015, 0.0749, -0.054
Si, 0.026, -0.052, 0.0315
Si, -0.1051, 0.0094, -0.0788
Si, 0.0277, 0.1506, -0.0704
Si, 0.1064, -0.0121, 0.0341
Si, 0.3631, -0.1345, -0.5363
Si, -0.219, 0.1932, 0.5661
Si, 0.2157, -0.0253, -0.2427
Si, -0.3247, -0.0854, 0.3799
Si, 0.0358, 0.2068, 0.4017
Si, -0.0068, -0.2491, -0.464
Si, 0.0774, 0.2776, 0.5677
Si, 0.0933, -0.2088, -0.6357
Si, 0.0078, -0.0074, -0.0107
Si, -0.0145, 0.0046, -0.0033
Si, -0.0163, -0.019, -0.0145
Si, -0.0126, 0.0064, -0.0105
Si, 0.0055, -0.0001, -0.0071
Si, 0.0096, 0.0072, -0.0084
Si, 0.0029, 0.0035, 0
Si, -0.0008, -0.0013, -0.014
Si, -0.0087, 0.0075, 0.0189
Si, 0.0112, 0.0008, 0.0026
Si, -0.0023, -0.0123, 0.0203
Si, -0.0275, 0.0394, -0.0953
Si, -0.001, -0.0047, 0.0121
Si, 0.0039, 0.0164, -0.0072
Si, -0.0056, -0.0006, 0.0002
Si, -0.0093, -0.0095, -0.0058
Si, -0.0559, 0.0453, -0.1079
Si, 0.0073, -0.0296, 0.0745
Si, 0.0482, -0.0402, -0.0244
Si, 0.1103, -0.1767, 0.207
Si, 0.0228, -0.0253, -0.0239
Si, -0.0469, 0.0363, -0.0085
Si, -0.0306, 0.0481, -0.0141
Si, 0.0398, -0.0364, -0.0376
O, 0.0329, -0.006, 0.0567
O, -0.0521, 0.0087, 0.0423
O, -0.0133, 0.0428, 0.0459
O, -0.0284, 0.046, 0.0376
O, 0.0714, 0.0028, 0.1341
O, -0.0868, 0.0906, 0.0296
O, 0.0067, -0.2901, 0.0593
O, 0.047, -0.0543, 0.0494
O, 0.0109, -0.0045, -0.0256
O, -0.0106, 0.0335, -0.0381
O, -0.0135, 0.0054, -0.0199
O, -0.0207, 0.0305, -0.0705
O, -0.0079, 0.0154, -0.0135
O, 0.0149, -0.0303, -0.0532
O, 0.0147, -0.0228, -0.0497
O, 0.0038, -0.0113, -0.017
Si, -0.0043, 0.001, 0.017
Si, -0.0083, -0.0049, 0.0248
Si, -0.1416, -0.0863, 0.0176
Si, 0.0229, -0.0001, 0.0467
Si, 0.0051, -0.0022, 0.034
Si, -0.0031, -0.0607, -0.0252
Si, 0.0132, 0.0009, 0.0576
Si, -0.0016, -0.009, 0.0167
Si, 0.0128, 0.0138, 0.0277
Si, -0.0029, 0, 0.038
Si, -0.0013, -0.0046, 0.0107
Si, -0.0078, -0.0116, 0.0217
Si, -0.032, -0.0221, -0.0833
Si, -0.0012, 0.0013, 0.0116
Si, -0.0109, 0.0037, 0.0092
Si, 0.0062, 0.0138, 0.0227
Si, -0.0127, 0.011, 0.049
Si, -0.0206, -0.0082, 0.0347
Si, 0.1558, 0.0022, -0.2221
Si, 0.0061, -0.0005, 0.0258
Si, 0.0804, -0.1905, -0.0753
Si, -0.0799, 0.1213, -0.0399
Si, -0.0059, 0.0022, -0.0034
Si, 0.0084, -0.0159, -0.0963
Si, -0.0033, -0.1003, 0.0213
Si, -0.0035, 0.0012, -0.0207
Si, -0.0148, -0.0248, 0.0394
Si, -0.016, -0.0138, 0.0279
Si, 0.0171, 0.0012, 0.0458
Si, 0.402, -0.1167, -1.1195
Si, -0.0021, -0.1036, -0.0778
Si, 0.0049, -0.0035, 0.026
Si, -0.0179, 0.0062, 0.0051
Si, -0.0018, -0.0001, 0.0201
Si, -0.0034, -0.0027, 0.011
Si, 0.005, 0.0012, 0.0154
O, 0.0088, 0.0083, -0.0076
O, 0.0298, 0.0558, 0.0332
O, -0.0354, 0.028, 0.0273
O, 0.0017, -0.0031, -0.0132
O, 0.0047, -0.0075, -0.0171
O, 0.0022, -0.0052, -0.0173
O, -0.0003, -0.0038, -0.009
O, 0.0028, 0.01, -0.0265
O, -0.0012, 0.0028, -0.0121
O, -0.1047, 0.0186, -0.0197
O, -0.0011, -0.0096, -0.0231
O, -0.0056, 0.0056, -0.007
O, 0.0179, -0.0029, -0.0241
O, 0.0061, -0.0083, -0.0219
O, 0.0062, -0.0014, -0.0072
O, -0.0004, 0.1265, 0.0452
O, -0.0183, -0.0152, -0.0403
O, 0.0843, -0.0158, 0.0003
O, 0.0489, -0.0655, 0.0417
O, 0.0004, 0.004, 0.0069
O, 0.0149, 0.0029, 0.0001
O, -0.0213, 0.005, -0.0291
O, -0.0032, -0.0024, -0.0086
O, 0.0017, 0.0078, -0.0045
O, 0.0274, -0.0153, 0.1094
O, 0.0038, 0.0956, -0.028
O, 0.0103, 0.0194, -0.0357
O, 0.0026, -0.0272, -0.0003
O, -0.0116, 0.0016, -0.0138
O, 0.0036, 0.0003, -0.005
O, 0.01, -0.1788, -0.0484
O, 0.0005, -0.0001, -0.0148
O, -0.012, -0.0057, -0.0188
O, -0.0115, -0.0084, -0.0176
O, 0.0108, -0.0017, -0.0172
O, 0.0007, 0.007, -0.0272
O, -0.006, -0.0013, 0.031
O, -0.0018, 0.0006, -0.0223
O, -0.0044, -0.0057, -0.0131
O, -0.0051, 0.0022, -0.0023
O, -0.0031, 0.0052, -0.0154
O, 0.0077, 0.0093, -0.0199
O, -0.0018, -0.0008, -0.0065
O, 0.0021, 0.0056, -0.0098
O, -0.0263, 0.188, 0.1645
O, -0.005, 0.0055, -0.0058
O, 0.0014, 0.0028, -0.004
O, -0.004, -0.0029, -0.0086
O, 0.003, 0.0027, -0.0102
O, -0.5338, 0.7737, 1.1507
O, 0.003, 0.0054, -0.0059
O, 0.0067, -0.0012, -0.0065
O, 0.0138, 0.0019, -0.0047
O, 0.0086, 0.0134, -0.0441
O, 0.0032, 0.0029, 0.0016
O, 0.0114, -0.0047, -0.0191
O, 0.0211, -0.0069, 0.0151
O, 0.0057, 0.0026, -0.0085
O, 0.0007, 0.0272, -0.0219
O, -0.002, 0.004, -0.001
O, 0.1236, -0.164, -0.1015
O, 0.0081, -0.0181, 0.0305
O, 0.0122, -0.0279, -0.0112
O, -0.0537, 0.0699, -0.0673

The program warned: the cutoff lies below the one the program advises for these potential files; the exchange-correlation potential is rough where the density is thin.
